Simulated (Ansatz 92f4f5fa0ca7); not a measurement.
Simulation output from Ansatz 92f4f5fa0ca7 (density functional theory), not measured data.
Periodic cell of 322 atoms, Si176O146, from a study of silicon, its oxide and their interface. The atomic structure is a simulated model.

Settings: functional PBE; potential files Ansatz PAW; basis plane waves; wave-function cutoff 700 eV; density cutoff ratio 5; exchange-correlation grid ratio 2; k mesh 1 x 1 x 1, Gamma-centred; self-consistency stop 5e-08 eV per atom in the density residual; occupations Fermi-Dirac, 0.05 eV; spin none; net charge 0.

Cell vectors (angstrom)
a, 15.4691, 0, 0.007
b, 0, 15.4691, 0.0196
c, -0.5987, -0.9426, 22.1993

Atoms and the computed forces on them: element, x, y, z (angstrom), force x, y, z (eV/angstrom)
Si, -2.3749, -1.6772, 14.8913, -0.0986, -0.1523, 0.3289
Si, -2.7119, 3.4076, 14.7148, 0.1021, -0.0311, 0.4011
Si, -2.6667, 6.5945, 14.694, 0.0355, 0.0542, 0.3233
Si, -2.6163, -4.098, 14.9338, 0.1573, 0.0873, 0.3728
Si, 1.2906, -1.3417, 14.6482, -0.0019, 0.0761, 0.4153
Si, 1.3817, 3.1708, 14.7414, -0.0708, -0.0437, 0.392
Si, 1.817, 6.2848, 14.3028, 0.1127, -0.0781, 0.2152
Si, 1.4044, 10.9696, 14.7954, -0.0523, 0.0145, 0.4381
Si, 5.0717, -0.7426, 14.6313, 0.056, -0.0607, 0.347
Si, 5.0277, 2.4589, 14.6049, 0.0737, 0.0623, 0.3891
Si, 5.2389, 7.0454, 14.9003, 0.0047, 0.0184, 0.3431
Si, 5.2561, 10.1896, 14.8992, 0.0386, 0.0031, 0.4363
Si, 8.7256, -0.5022, 14.3813, -0.215, 0.0616, 0.229
Si, 9.0349, 2.6636, 14.6508, -0.11, 0.0286, 0.4097
Si, 9.0983, 7.1624, 14.9676, -0.0244, -0.0717, 0.3779
Si, 7.2278, 10.6309, 16.081, -0.0397, -0.0163, -0.0061
Si, -0.5336, -1.0164, 16.1062, -0.0414, 0.0114, -0.0194
Si, -0.6708, 2.9753, 15.9265, -0.0054, 0.0164, 0.0238
Si, -0.7032, 6.859, 15.9499, -0.196, -0.0125, 0.2146
Si, -0.6173, 10.6615, 16.018, -0.035, 0.0056, -0.0637
Si, 3.1942, -0.9944, 15.9873, -0.0257, 0.0018, 0.0144
Si, 3.2447, 2.8832, 16.1021, -0.0597, -0.0388, 0.0243
Si, 3.2974, 6.6954, 16.1005, 0.0194, -0.001, 0.008
Si, 3.3037, 10.6197, 16.1512, 0.0149, -0.0221, 0.0184
Si, 7.0305, -0.937, 15.9242, -0.0374, 0.0187, -0.0175
Si, 7.033, 2.958, 15.8684, 0.019, -0.0545, -0.0088
Si, 7.1599, 6.8165, 16.1912, 0.0157, 0.0029, 0.0439
Si, 9.253, 10.2954, 14.875, 0.0111, 0.0241, 0.3933
Si, -4.2712, -1.0487, 16.125, 0.2725, 0.0803, 0.2434
Si, 10.9105, 2.9559, 16.0835, -0.0178, -0.0487, 0.0605
Si, 11.0223, 6.8669, 16.2255, 0.0295, -0.0232, 0.045
Si, 11.0765, 10.6846, 16.34, 0.0273, 0.0121, 0.0176
Si, -0.0642, 1.9626, -4.8739, 0.0123, -0.0033, -0.0116
Si, 0.021, 5.8274, -4.8337, -0.0405, -0.0143, -0.011
Si, -0.0499, 9.6642, -4.7877, 0.0295, -0.006, -0.0258
Si, 0.0228, -1.9911, -4.7181, -0.0524, 0.0072, -0.0155
Si, 3.7909, 1.8752, -4.8104, 0.0138, 0.0038, 0.0045
Si, 3.9184, 5.7365, -4.7118, -0.0078, -0.0204, 0.0209
Si, 3.7893, 9.5917, -4.7578, 0.0317, 0.0279, 0.0379
Si, 3.9093, -1.9393, -4.7863, -0.007, -0.0102, 0.0182
Si, 7.6708, 1.9602, -4.9111, -0.0041, -0.0201, 0.0456
Si, 7.6992, 5.7469, -4.8022, 0.0136, 0.032, 0.0047
Si, 7.7705, 9.6874, -4.6736, -0.0071, 0.0091, 0.0583
Si, 7.7817, -1.8965, -4.8795, 0.0094, -0.0081, -0.0068
Si, 11.6245, 1.9171, -4.7905, -0.0299, 0.0125, -0.05
Si, 11.5661, 5.8075, -4.7061, 0.0192, 0.0054, 0.0046
Si, 11.6923, 9.6825, -4.557, -0.0204, -0.0004, 0.0067
Si, 11.6071, -1.9163, -4.5644, -0.0322, -0.0015, -0.0467
Si, -1.9308, 1.9542, -3.3752, -0.026, -0.0142, -0.0249
Si, -1.9083, 5.7374, -3.3967, -0.0156, 0.018, -0.0224
Si, -1.8576, 9.6079, -3.24, -0.0542, 0.0071, 0.0327
Si, -1.888, -1.9177, -3.2953, 0.0448, -0.0583, 0.0733
Si, 1.8541, 1.8667, -3.4858, 0.0364, 0.0301, -0.0102
Si, 1.9421, 5.7921, -3.404, -0.0194, 0.0144, -0.0061
Si, 1.8808, 9.64, -3.3988, 0.0212, -0.0175, 0.0092
Si, 1.9684, -2.0382, -3.4238, 0.0201, -0.003, -0.0166
Si, 5.77, 2.0083, -3.5015, -0.0078, 0.045, -0.0283
Si, 5.8278, 5.7376, -3.3338, -0.0437, 0.0031, 0.0093
Si, 5.7729, 9.5954, -3.4247, 0.0321, -0.0033, -0.0125
Si, 5.8632, -1.8211, -3.4987, -0.0203, -0.0216, 0.0114
Si, 9.6114, 1.8811, -3.5021, -0.0161, 0.0317, 0.014
Si, 9.6093, 5.8197, -3.4017, 0.0483, 0.0166, 0.0157
Si, 9.6835, 9.7414, -3.2961, -0.0354, -0.0115, -0.0235
Si, 9.6154, -1.9427, -3.3699, 0.02, 0.0264, 0.0125
Si, -1.9241, 0.0583, -1.9526, 0.0148, -0.0047, 0.0194
Si, -1.934, 3.8501, -1.911, 0.0216, -0.0418, 0.0187
Si, -1.8844, 7.5859, -1.9461, -0.0022, 0.0529, 0.0095
Si, -1.8863, 11.5975, -1.9506, 0.0165, -0.0105, -0.038
Si, 1.8885, -0.1016, -2.1382, 0.0096, 0.0201, 0.0559
Si, 1.9062, 3.7917, -2.1335, 0.0188, -0.0092, 0.0543
Si, 1.9608, 7.751, -1.9984, -0.0078, -0.0497, 0.0843
Si, 1.9546, 11.5417, -1.9926, -0.0354, -0.005, -0.0141
Si, 5.7887, 0.1506, -2.1312, -0.0397, -0.0302, 0.0545
Si, 5.7967, 3.812, -1.9302, -0.0004, 0.0048, 0.0185
Si, 5.8214, 7.6644, -1.9836, 0.0454, 0.0626, 0.0856
Si, 5.8381, 11.6348, -2.2772, -0.0215, 0.0369, 0.0506
Si, 9.6237, -0.0434, -2.0474, -0.0041, 0.0199, 0.008
Si, 9.6137, 3.8297, -2.1547, 0.018, -0.0443, 0.0493
Si, 9.6459, 7.7923, -2.0248, 0.0115, -0.0548, 0.0595
Si, 9.6253, 11.66, -1.8962, 0.0483, 0.0074, -0.0097
Si, 0.0636, -0.0505, -0.6423, -0.0173, 0.0153, -0.0147
Si, 0.0971, 3.794, -0.6005, 0.0397, 0.0126, -0.0044
Si, 0.0644, 7.6239, -0.5681, -0.0047, -0.0618, -0.0489
Si, 0.0482, 11.571, -0.5777, -0.0396, 0.0085, 0.0702
Si, 3.8169, 0.0313, -0.7955, 0.0203, -0.009, -0.0629
Si, 3.769, 3.7635, -0.6605, -0.0294, 0.0399, -0.0091
Si, 3.9047, 7.7336, -0.5591, -0.013, -0.0039, -0.03
Si, 4.0061, 11.6034, -0.8531, 0.0226, -0.0005, -0.0425
Si, 7.6702, 0.0705, -0.7221, -0.0115, -0.0112, -0.0413
Si, 7.8042, 3.8517, -0.607, 0.0287, 0.0402, 0.0427
Si, 7.7569, 7.7676, -0.5912, -0.0245, 0.0509, -0.019
Si, 7.5778, -3.8071, -0.7148, -0.0605, -0.0112, 0.0052
Si, 11.5487, 0.0091, -0.6095, 0.0345, 0.0142, -0.0301
Si, 11.4489, 3.8236, -0.6815, -0.0036, 0.0188, -0.0044
Si, 11.5713, 7.6661, -0.6562, -0.0095, -0.0857, -0.0219
Si, -3.848, -3.83, -0.6198, 0.0185, 0.0034, 0.0225
Si, 0.699, 1.8243, 0.6349, 0.0974, 0.0093, -0.3705
Si, 0.8452, 5.6979, 0.6123, 0.043, 0.0434, -0.3832
Si, -0.3531, 9.606, 0.6665, 0.0381, -0.0402, -0.4203
Si, -0.2603, -1.9683, 0.7437, 0.1003, -0.0037, -0.5542
Si, 3.1346, 1.8264, 0.6167, 0.0005, -0.0292, -0.0707
Si, 3.2744, 5.7139, 0.5834, -0.1199, 0.031, -0.3672
Si, 3.1206, 8.6818, 4.4802, -0.0459, 0.0258, -0.0786
Si, 4.4072, -1.9215, 0.3945, -0.0208, 0.0099, -0.0403
Si, 8.4748, 1.8899, 0.5712, 0.0772, 0.0169, -0.3742
Si, 8.3867, 5.8311, 0.6456, 0.1527, 0.0111, -0.4039
Si, 7.1172, 9.7365, 0.613, -0.0168, -0.0583, -0.0316
Si, 6.8269, -1.8287, 0.4124, 0.0355, 0.054, -0.1151
Si, 10.8851, 1.9165, 0.6451, 0.0304, 0.0295, -0.1062
Si, 10.8236, 5.7625, 0.5582, 0.0361, 0.0176, -0.0829
Si, -3.5493, 9.6241, 0.615, -0.0172, 0.0217, -0.4278
Si, -3.4517, -1.9039, 0.7369, -0.1915, 0.0241, -0.2249
Si, -0.8013, 2.0657, 3.4316, -0.0253, -0.0058, -0.2009
Si, -0.7391, 5.0205, 3.1117, -0.1041, 0.1036, -0.0569
Si, 0.1421, 9.074, 3.5918, 0.0328, -0.0358, -0.0853
Si, 1.5605, -1.9942, 3.4593, -0.01, 0.022, -0.1102
Si, 4.0849, 1.3426, 2.7347, -0.0863, 0.0357, -0.3486
Si, 4.1961, 6.2027, 3.5284, -0.0425, -0.026, -0.1707
Si, 4.6761, 9.7841, 0.4827, 0.1485, -0.1521, -0.4049
Si, 3.7958, -1.7992, 2.6907, -0.0621, -0.0512, -0.3144
Si, 7.0261, 2.2388, 3.2772, 0.0925, -0.057, -0.2011
Si, 7.2704, 5.4038, 3.6083, -0.0172, -0.0557, -0.2172
Si, 7.5961, 10.4065, 2.8774, -0.086, -0.0329, -0.4224
Si, 7.7482, -1.8883, 2.5243, -0.1376, -0.0346, -0.2893
Si, 11.5155, 2.2588, 2.9354, -0.014, -0.0233, -0.3096
Si, -3.5338, 5.2207, 2.5235, -0.1323, -0.0169, -0.311
Si, 10.5228, 10.2926, 3.3272, -0.0265, 0.0745, -0.1591
Si, 10.7661, -2.0016, 2.7258, 0.0423, -0.0555, -0.1863
Si, -0.2014, 4.6812, 10.7543, 0.0023, -0.0921, 0.0523
Si, -3.6583, 1.1245, 10.3463, -0.0378, -0.0987, -0.0007
Si, -2.6469, 7.8078, 7.0015, -0.0677, -0.0523, -0.0487
Si, 3.5287, 2.3157, 5.5675, 0.0397, 0.0747, -0.0488
Si, 0.6188, 11.2197, 5.4346, -0.0626, 0.0803, -0.0984
Si, 9.1229, 1.5264, 9.6675, 0.0677, -0.1939, -0.0106
Si, 4.7032, 10.838, 3.397, 0.1483, -0.025, -0.2768
Si, -3.4673, 10.5305, 5.9459, -0.0319, -0.035, -0.0416
Si, -2.3152, 5.9948, 9.2981, -0.0015, 0.0572, 0.0014
Si, -1.7911, 6.7325, 4.234, 0.084, -0.1417, -0.1238
Si, 5.1588, -1.7926, 11.6067, 0.0522, -0.0093, 0.1947
Si, -0.0345, -0.1597, 5.4693, 0.0456, -0.0362, -0.1192
Si, 3.5818, -1.4882, 9.1902, 0.0281, -0.0024, 0.0148
Si, 3.1897, 5.0914, 6.2498, 0.0986, -0.0328, -0.0993
Si, -1.6948, -2.785, 9.554, -0.0539, -0.0502, 0.1011
Si, 1.8457, 2.373, 10.1805, -0.0792, 0.0011, 0.1134
Si, 1.6105, 7.0227, 11.3611, 0.0089, -0.0351, 0.1253
Si, 4.6538, 3.1277, 11.4947, 0.0095, -0.023, 0.1444
Si, 10.7772, -0.1554, 7.9096, -0.1031, 0.1036, 0.0631
Si, 6.3315, -0.8244, 7.9046, 0.0392, 0.0422, 0.0205
Si, -3.1236, 7.6309, 11.7435, -0.0313, -0.0433, 0.101
Si, 7.2928, 8.3811, 7.7101, 0.0201, 0.0026, 0.0484
Si, 9.8247, 10.2528, 8.0347, 0.0707, 0.0287, -0.0162
Si, -1.7435, 2.4408, 12.138, 0.0625, 0.0283, 0.1148
Si, -3.4925, 10.1541, 10.2041, -0.0026, 0.1137, 0.1274
Si, 5.6927, 3.775, 6.906, -0.1217, -0.0135, -0.0508
Si, 1.9968, 9.7877, 7.7756, 0.0867, -0.0455, -0.0328
Si, 1.3089, -3.5746, 9.7864, 0.0062, 0.0046, 0.0079
Si, 0.8272, 0.9824, 12.6224, 0.0285, 0.0688, 0.1617
Si, 2.663, 6.9887, 8.4902, 0.0356, 0.1072, -0.0433
Si, 4.4593, 8.7028, 7.2379, -0.1278, 0.0204, -0.0374
Si, 10.5905, 0.0096, 4.9294, -0.0748, 0.0299, -0.1295
Si, 8.6845, 4.9663, 12.6709, -0.0318, 0.0806, 0.2078
Si, 8.1514, -0.9594, 11.3398, -0.0053, 0.0365, 0.0943
Si, 8.9757, -2.369, 8.8888, -0.0179, 0.1463, 0.015
Si, 8.1234, 5.5828, 6.4383, -0.0465, 0.0638, -0.0626
Si, -3.2142, -1.3499, 11.9921, 0.0912, -0.0849, 0.1228
Si, 10.9516, -3.9641, 12.6657, 0.1717, -0.032, 0.227
Si, -1.5899, -2.5377, 6.5206, 0.1074, -0.0801, -0.0105
Si, 1.9948, 0.7402, 7.6235, -0.0234, 0.039, -0.0613
Si, 5.6806, 5.7393, 12.1279, 0.1425, -0.0048, 0.1721
Si, 2.0371, 9.941, 11.9573, 0.0467, 0.0402, 0.1212
Si, 6.4096, 2.0996, 9.3261, 0.0028, -0.0664, -0.032
Si, 7.4549, -0.1678, 5.028, 0.0871, -0.0404, -0.1189
Si, 5.0743, 10.6508, 11.9614, -0.0643, 0.0126, 0.1342
Si, 6.7716, 8.2928, 10.8268, 0.037, -0.0655, 0.0562
Si, 10.5837, 6.2113, 8.0022, 0.0785, 0.0763, 0.0567
Si, 9.5478, 6.9443, 10.8384, 0.008, -0.0566, 0.0505
O, 0.4353, 7.0439, 14.7445, -0.0121, 0.1019, -0.034
O, 10.039, -1.2442, 14.9704, 0.043, -0.1051, 0.0007
O, 0.1233, 1.611, 2.1736, -0.0012, -0.1098, 0.1466
O, 0.5244, 5.5722, 2.2398, 0.1095, 0.0506, 0.1985
O, 0.469, 9.6022, 2.0873, 0.1651, 0.0634, 0.1154
O, 1.5302, 8.4652, 4.1974, 0.0404, -0.1247, 0.0621
O, 0.5835, -2.0138, 2.1413, 0.1773, 0.0029, 0.2365
O, 5.558, 2.0204, 2.6335, -0.0375, 0.0667, -0.0794
O, 3.8337, 5.472, 2.1247, 0.0769, -0.0917, 0.1699
O, 5.7596, 5.9418, 3.8629, 0.0375, 0.0494, 0.0935
O, 4.1623, 10.3177, 1.9529, -0.1769, 0.081, 0.0483
O, 8.1017, 1.7387, 2.1692, -0.0172, -0.0159, 0.2151
O, 7.8594, 5.9663, 2.2057, -0.0869, 0.0841, 0.2007
O, 8.964, 9.8222, 3.582, 0.0143, -0.1893, 0.2093
O, 9.2961, -1.3708, 2.3595, 0.0963, 0.1399, -0.1437
O, -2.3625, 1.9156, 3.022, -0.0081, -0.094, -0.0257
O, -1.9983, 4.7935, 2.0346, 0.0935, -0.0457, -0.0622
O, -1.9592, 9.6434, 1.0529, -0.01, -0.0137, 0.1451
O, -1.8475, -1.913, 1.1693, -0.1012, 0.0343, 0.1737
O, -2.2895, -1.1572, 13.3165, 0.1672, 0.1414, -0.1778
O, -2.8842, 2.6129, 13.282, -0.1535, -0.1098, -0.0996
O, -2.7383, 4.9997, 14.2907, -0.0358, 0.0304, -0.1196
O, -2.6526, 7.48, 13.2958, 0.049, 0.1539, -0.1472
O, 11.0819, -2.3701, 12.4426, -0.2127, 0.1103, -0.0601
O, -3.1526, 10.9572, 13.4269, 0.0392, -0.1469, -0.2455
O, 1.5972, 9.9613, 13.5212, -0.0348, -0.1361, -0.1101
O, 1.3492, -2.9374, 14.2243, 0.0015, 0.0259, -0.1521
O, 1.1862, -0.4741, 13.2478, 0.0041, -0.039, -0.2395
O, 1.5943, 2.128, 13.4898, 0.137, -0.06, -0.0817
O, -2.373, -4.2668, 9.6388, 0.0689, -0.0968, -0.0651
O, 2.3196, 6.7748, 12.8187, 0.1421, 0.0771, -0.1625
O, 1.5022, -4.1431, 11.292, -0.0861, 0.1165, 0.0707
O, 4.9419, -1.5306, 13.1964, -0.0775, -0.1087, -0.1205
O, 5.1556, 0.8574, 14.2804, 0.0128, 0.0058, -0.1209
O, 4.7041, 3.051, 13.1185, -0.0455, 0.0637, -0.1383
O, 5.8482, 2.232, 10.8432, 0.0888, -0.1053, 0.063
O, 7.2114, 4.248, 6.628, 0.1242, -0.1119, 0.0316
O, 5.0833, 6.0561, 13.6064, -0.0733, -0.1098, -0.0825
O, 5.2707, 11.0521, 13.5213, 0.0482, 0.1983, -0.1143
O, 5.2331, 8.616, 14.3952, -0.0361, -0.0001, -0.1409
O, 6.5708, -1.1925, 11.1184, -0.0298, 0.052, -0.1072
O, 6.2952, 9.7053, 11.4638, 0.1288, 0.0359, -0.0646
O, 9.0287, 1.0894, 14.1957, 0.0753, 0.0456, -0.1246
O, 8.4339, -1.1198, 12.9164, 0.0186, -0.1507, -0.1249
O, 1.0682, 3.7766, 10.356, 0.0899, 0.0717, -0.0995
O, 9.1373, 3.5253, 13.2508, 0.0691, -0.0325, -0.2394
O, 9.1216, 6.1065, 13.7345, 0.0818, -0.0401, -0.1186
O, 5.1013, -3.3742, 11.2064, 0.0278, -0.0572, -0.1938
O, -0.4026, 3.5958, 3.8104, 0.0728, 0.0726, 0.2726
O, 1.0809, -0.8052, 4.4707, 0.0804, 0.0941, 0.0542
O, -1.9603, 7.3309, 8.4091, 0.2086, 0.1449, 0.0327
O, 1.4408, -3.366, 4.331, 0.1218, -0.0973, 0.0549
O, 3.2851, 2.0045, 3.9952, -0.1654, 0.0689, 0.0989
O, 4.2686, -0.2599, 3.0651, 0.0091, -0.0106, 0.1311
O, 3.2255, 5.6945, 4.733, -0.1575, -0.0396, 0.0191
O, 3.9164, 7.7975, 3.3576, 0.0802, 0.0603, -0.1219
O, 3.6245, 10.2263, 4.4237, -0.1019, 0.1384, 0.1974
O, 4.6946, -2.9962, 3.4268, 0.0057, 0.056, 0.2182
O, 7.237, 1.3856, 4.6272, -0.0143, 0.1121, 0.2194
O, 7.2632, 3.7958, 3.5682, 0.0166, 0.0088, 0.098
O, 8.2179, 5.8866, 4.8386, 0.181, 0.1231, 0.0164
O, -1.0825, 8.0197, 3.5208, -0.0595, 0.0443, -0.0726
O, 7.8132, -3.4608, 2.8846, 0.0252, -0.0241, 0.1452
O, 9.4665, 0.7668, 8.258, -0.1281, 0.084, -0.1596
O, 10.7212, 1.4129, 4.0972, -0.0671, 0.0575, 0.1926
O, 1.3638, 8.6299, 11.2677, -0.1501, 0.0607, -0.1296
O, 11.2775, 3.8705, 3.2236, -0.1607, 0.0168, 0.1966
O, -3.3107, 6.4283, 3.6306, -0.0902, 0.1643, 0.1839
O, 10.6218, -3.5694, 3.1274, 0.0236, 0.0103, 0.0967
O, -3.9076, 9.9074, 4.5043, 0.1146, -0.1451, 0.0429
O, 7.478, 6.8618, 7.1908, -0.0749, 0.0022, 0.0293
O, 11.2905, -1.1602, 4.0277, 0.189, -0.0003, 0.1737
O, 10.5205, 2.1189, 10.2474, 0.008, 0.3055, 0.1016
O, -0.995, 3.864, 11.9193, -0.0105, 0.1383, 0.0492
O, 4.7213, 5.0663, 6.8128, 0.0999, 0.1644, 0.1158
O, 5.1036, 2.7007, 5.8148, 0.1735, -0.1098, -0.0839
O, 1.5721, 10.2387, 6.2832, 0.0612, -0.0584, -0.017
O, -0.1739, -3.3434, 6.4903, 0.0725, 0.013, 0.1332
O, 0.6296, 0.2302, 6.9026, -0.0837, 0.0062, 0.151
O, -3.8975, 0.0531, 11.5533, -0.1123, 0.0507, 0.0886
O, 0.2493, 6.1304, 11.348, -0.1254, 0.0527, 0.031
O, 3.6294, 9.99, 7.8271, 0.1734, 0.2395, 0.1033
O, 9.0468, -0.3706, 5.2899, 0.0045, -0.0648, 0.1293
O, 6.5244, -0.5249, 6.3091, -0.1273, -0.0377, -0.0064
O, 9.7802, 6.9265, 9.2307, -0.0799, 0.0413, -0.0636
O, 10.9848, 9.6242, 9.0182, -0.0311, -0.1099, -0.0206
O, 8.6865, 9.1935, 7.5564, 0.0254, 0.0211, -0.0881
O, -1.8808, 6.9925, 5.825, 0.1389, -0.1135, 0.1215
O, 10.7322, 7.6315, 11.6889, -0.1069, 0.1151, 0.0892
O, 10.6096, 10.8027, 6.7337, -0.1271, 0.1222, -0.0428
O, -1.0996, 4.9274, 9.4075, 0.0249, -0.1108, -0.2344
O, -3.6481, 5.3332, 8.612, -0.031, -0.3044, -0.0068
O, -2.0042, -2.2118, 8.0571, -0.0821, 0.1193, 0.0202
O, -2.3416, -1.8783, 10.7304, 0.1249, 0.0203, -0.1143
O, 6.3233, 0.5894, 8.7247, -0.0367, -0.0158, -0.0049
O, 9.054, -3.9698, 8.7037, -0.1297, -0.0272, 0.0685
O, 2.625, 3.5762, 6.0585, -0.2799, 0.014, 0.0461
O, 2.3111, 5.8238, 7.3973, -0.1954, -0.07, 0.0424
O, 5.7693, 7.1222, 11.3061, -0.1402, 0.0451, -0.1152
O, 1.1365, 10.6294, 8.8258, -0.1441, -0.0705, 0.0076
O, 1.7585, 2.0169, 8.6002, -0.0628, 0.1196, -0.0671
O, 4.7884, 4.7292, 11.2287, -0.1138, 0.117, -0.2165
O, 2.5915, -0.3921, 8.5789, -0.0451, -0.0394, 0.0439
O, 9.5858, 5.3121, 7.0995, 0.0703, -0.2076, -0.0609
O, 6.7907, 8.434, 9.2344, -0.0741, 0.0318, -0.0385
O, 8.9946, -2.0529, 10.4861, 0.0877, -0.1807, 0.052
O, 10.2877, -1.6931, 8.1716, 0.0923, -0.1636, -0.0602
O, 8.5337, 0.5117, 10.7916, -0.0461, 0.0813, 0.107
O, 9.1613, 8.7123, 14.4035, -0.0064, 0.0045, -0.1537
O, 7.5835, -1.7802, 8.2987, -0.0807, -0.0988, -0.0648
O, -2.343, 1.9906, 10.6981, 0.0516, 0.0709, -0.2161
O, -0.5564, 1.1846, 4.751, -0.0328, 0.0409, 0.1631
O, 10.9144, 10.8228, 11.2336, -0.1916, -0.0328, -0.1317
O, -0.7624, 1.2839, 12.7223, -0.1301, -0.1293, 0.0454
O, 3.657, 9.8749, 11.7572, 0.0238, -0.1242, -0.1209
O, 1.4942, 4.6898, 14.1328, -0.0356, 0.0429, -0.1267
O, 3.329, 2.5878, 10.7663, 0.0264, -0.0143, -0.0665
O, 4.0104, -1.0681, 10.7093, -0.1088, 0.1474, 0.0614
O, 7.0406, -1.1008, 3.759, -0.176, 0.0215, 0.1519
O, 11.3101, 0.0712, 6.3929, 0.2052, 0.0462, 0.0278
O, 5.571, 3.1066, 8.3764, -0.0704, 0.0692, 0.0839
O, 3.0958, 1.0494, 6.4693, 0.0859, -0.1539, -0.0162
O, 4.2149, 7.4928, 8.3152, 0.1611, -0.1211, 0.1653
O, 9.4055, 5.3746, 11.2761, 0.076, -0.1836, -0.1855
O, 7.9664, 2.606, 9.3568, 0.0628, 0.2496, -0.0437
O, -2.603, 6.3863, 10.8482, 0.0464, -0.1151, 0.0798
O, 1.2201, 1.1388, 11.0552, 0.0103, -0.1733, -0.1529
O, 9.5931, -4.2962, 13.5012, -0.1389, 0.1019, -0.181
O, 8.2662, 7.8429, 11.2629, 0.0363, 0.1363, 0.092
O, -0.3749, 10.2861, 4.5469, -0.2057, 0.0175, 0.0376
O, 6.0128, 9.0188, 6.9031, 0.0893, 0.1249, -0.1295
O, -2.6915, -3.5095, 5.8124, -0.0709, 0.0573, -0.0958
O, -3.5136, 0.3209, 8.9324, 0.2273, -0.0426, -0.1163
O, 2.6523, -2.818, 9.2821, 0.0636, -0.0411, -0.0735
O, 3.6442, 8.1622, 5.9249, -0.0098, -0.1349, 0.0339
O, 11.2472, 7.3683, 7.0544, -0.1648, 0.0521, -0.1278
O, 2.4532, 6.5576, 10.0424, 0.1146, -0.134, -0.0139
O, 1.6714, 8.2269, 8.097, -0.2645, -0.0566, 0.0137
O, 7.0933, 4.9858, 12.409, -0.0451, -0.114, -0.0556
O, -2.5517, 9.4086, 6.715, 0.1466, 0.0654, 0.0758
O, 10.9925, 9.5451, 1.9654, -0.1026, -0.1421, 0.1359
O, 4.9235, -1.5973, 8.2468, 0.0092, -0.1374, -0.1294
O, 6.1869, 10.2034, 3.701, 0.0206, -0.1018, 0.2667
O, -0.0803, -2.742, 9.7543, 0.0349, 0.127, 0.0586
O, -1.3084, -1.1566, 5.7055, -0.191, 0.0389, -0.0361
O, -2.6555, 8.9971, 10.9912, 0.2024, 0.0663, -0.0384

Results
free energy: -194944.598 eV
free energy less fixed offsets of O -569.03, Si -635.61 eV per atom: 1.142 eV

The program warned: the cutoff lies below the one the program advises for these potential files.
